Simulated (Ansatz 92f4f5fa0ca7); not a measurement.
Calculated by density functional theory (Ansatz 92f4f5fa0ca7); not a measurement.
Periodic cell of 171 atoms, Si99O72, from a study of silicon, its oxide and their interface. The atomic structure is a simulated model.

Settings
functional: PBE
potential files: Ansatz PAW
basis: plane waves
wave-function cutoff: 700 eV
density cutoff ratio: 5
exchange-correlation grid ratio: 2
k mesh: 2 x 2 x 1, shifted by 0.5 0.5 0.5 of a step
self-consistency stop: 5e-08 eV per atom in the density residual
occupations: Fermi-Dirac, 0.05 eV
spin: none
net charge: 0

Cell vectors (angstrom)
a 11.5983 0 0
b 0 11.5983 0
c 6.7256 2.5541 21.8081

Atoms: element, x, y, z (angstrom)
Si -0.4342 2.6448 0.5035
Si -0.4417 5.6982 0.8661
Si -0.4032 8.6979 0.2315
Si 3.1913 2.5268 0.289
Si 3.3949 5.558 0.8292
Si 3.5207 8.5585 0.1512
Si 7.3019 2.4968 0.102
Si 7.3031 5.5707 0.7687
Si 7.4022 8.6135 0.27
Si 1.4493 1.9733 1.8107
Si 1.4927 5.6692 2.1416
Si 1.5708 9.3189 1.4329
Si 5.3033 1.8516 1.3708
Si 5.3663 5.5773 2.051
Si 5.4089 9.2347 1.4848
Si 9.1546 1.9022 1.5471
Si 9.2021 5.6513 2.1007
Si 9.2845 9.2786 1.5601
Si 1.4722 3.6952 3.3394
Si 1.5317 7.713 3.2002
Si 1.4944 11.3491 2.8293
Si 5.3326 3.5426 3.1236
Si 5.3859 7.6031 3.1873
Si 5.3453 11.3592 2.7285
Si 9.1946 3.6158 3.1885
Si 9.2436 7.6594 3.2469
Si 9.2301 11.3694 2.8124
Si -0.4974 3.6484 4.5822
Si -0.407 7.6829 4.5689
Si -0.4393 11.32 4.2824
Si 3.4546 3.6097 4.5553
Si 3.4637 7.642 4.5509
Si 3.4381 11.3467 4.243
Si 7.2511 3.6574 4.4963
Si 7.296 7.6271 4.5633
Si 7.2678 11.349 4.2157
Si -0.4366 1.605 5.7292
Si -0.4598 5.6658 5.7744
Si -0.4356 9.5671 5.9886
Si 3.3927 1.5951 5.7604
Si 3.4245 5.616 5.7496
Si 3.5093 9.5796 5.9035
Si 7.2417 1.641 5.6597
Si 7.3581 5.6394 5.8071
Si 7.2432 9.5656 5.9037
Si 1.4638 1.5859 7.1832
Si 1.4737 5.5646 7.0738
Si 1.6136 9.47 7.3176
Si 5.3522 1.5935 7.0901
Si 5.3691 5.6953 7.0345
Si 5.3783 9.6129 7.4255
Si 9.176 1.6994 6.9893
Si 9.2945 5.7232 7.2237
Si 9.1323 9.5483 7.3604
Si 1.3828 3.6421 8.4095
Si 1.638 7.3699 8.5182
Si 1.5512 11.3587 8.761
Si 5.2816 3.667 8.1159
Si 5.3998 7.4679 8.5678
Si 5.3834 11.6302 8.8921
Si 9.2605 3.6454 8.2933
Si 9.2789 7.5826 8.8038
Si 9.0289 11.6063 8.5575
Si 11.0652 3.1356 9.81
Si 11.4408 7.3661 9.9904
Si 11.0094 11.6207 9.7643
Si 3.4223 3.6951 9.494
Si 3.5536 6.8017 9.8916
Si 3.4211 12.2198 10.1249
Si 7.2098 3.8207 9.3417
Si 7.2319 6.938 9.99
Si 7.3155 12.4342 10.1828
Si 10.4091 3.2994 12.9465
Si 3.4192 7.5643 12.8867
Si 12.6479 3.0528 14.9346
Si 10.0573 10.5743 12.6687
Si 8.2163 1.1628 13.2453
Si 6.2817 4.8384 14.7621
Si 13.994 4.5567 18.7859
Si 12.1423 8.5542 12.6844
Si 3.5639 11.7633 13.2515
Si 10.1313 10.6665 16.2728
Si 4.3238 2.2841 17.7332
Si 13.0117 11.7267 15.3077
Si 8.3177 15.9802 17.1118
Si 5.6257 1.8597 14.7173
Si 5.1048 9.3591 14.7264
Si 10.5775 6.0788 12.4431
Si 1.8837 6.8389 17.0939
Si 10.9197 0.0569 18.8522
Si 8.8157 1.3288 17.3695
Si 3.2227 16.8558 14.687
Si 6.7657 12.9834 19.4262
Si 8.2278 9.0828 14.4032
Si 7.6343 6.7442 12.8
Si 14.7267 9.6741 17.0149
Si 7.8698 15.6342 20.0478
Si 11.4547 16.4881 17.2058
Si 14.1331 11.6215 19.0305
O 5.0183 1.9408 16.2626
O -0.1929 1.9179 -0.9503
O 7.3188 6.973 -0.1542
O 6.6575 5.5828 13.3726
O -0.4109 7.0462 -0.1367
O 9.3484 9.4193 15.5556
O 3.7272 9.0814 -1.4093
O 7.5813 0.646 18.2097
O 2.6035 1.9133 -1.1524
O 9.8382 16.5256 17.3117
O 3.3393 4.163 -0.0924
O 10.3753 -1.1885 17.8866
O 7.6091 9.3639 -1.197
O 7.3145 4.1656 -0.1603
O 14.178 4.3504 20.393
O 6.9759 0.9574 14.3425
O 0.2879 6.4742 17.1367
O 3.2329 1.1706 18.1337
O 10.5506 4.8345 13.4859
O 10.558 3.492 11.3424
O 11.308 7.2782 13.2787
O 3.1666 5.9856 13.2315
O 11.4574 13.1641 10.1275
O 4.435 10.593 13.9478
O 2.0073 11.7362 13.7785
O 3.5449 5.1648 10.3156
O 3.6962 7.6812 11.2908
O 14.2341 6.1348 18.3669
O 3.526 11.5564 11.6461
O 8.7782 9.5741 12.93
O 7.1712 5.2638 10.1952
O 6.907 7.5271 11.5486
O 7.6239 12.1718 11.8172
O 11.7756 15.6458 15.8602
O 3.4134 2.291 10.4306
O 9.1155 0.3412 16.1217
O -0.4953 9.3855 -1.2732
O 11.9739 8.5514 11.0495
O 10.2231 1.4213 18.2229
O 16.1284 9.2484 16.271
O 11.4272 9.8983 13.2491
O 8.9218 2.6661 13.2727
O 11.5606 11.0474 15.5855
O 9.5958 11.8875 13.5154
O 7.3994 16.6794 15.9489
O 7.1507 14.091 10.3338
O 4.7604 5.1918 15.2532
O 2.0903 8.487 13.204
O 12.9973 13.2952 15.7762
O 7.6146 16.2264 18.5484
O 4.6681 8.0464 13.8452
O 12.5326 0.0606 18.7063
O 11.3319 5.9976 10.9706
O 6.7209 9.5892 14.8109
O 9.0206 6.3191 12.0679
O 8.0556 7.4907 14.1986
O 14.8581 10.2146 18.5523
O 4.369 13.1101 13.7286
O 13.6849 8.4317 17.0717
O 6.217 3.299 14.3235
O 14.0936 10.8883 16.161
O 11.7161 2.5865 13.6572
O 5.5322 13.8567 18.822
O 7.868 14.0007 20.0705
O 10.3784 10.9053 11.121
O 12.4147 15.8129 18.3799
O 14.0571 3.8109 14.5436
O 3.396 6.9066 -0.1494
O -0.4583 4.2621 0.014
O 8.3841 2.7803 16.7767
O 2.4385 6.2224 15.7104
O 15.0925 3.7007 17.8815

Results
free energy: -103890.452 eV
free energy less fixed offsets of O -569.03, Si -635.61 eV per atom: 5.098 eV
pressure: -0.28 GPa
stress xx, yy, zz, yz, xz, xy (GPa, positive in tension): 0.77, -0.39, 0.45, 0.1, 0.01, 0.47

Forces (eV/angstrom), in the order of the atoms: element, x, y, z
Si 0.0298 0.0587 -0.4184
Si -0.024 0.0225 -0.6643
Si -0.0404 -0.2789 -0.4348
Si -0.1837 0.2013 -0.3363
Si 0.1248 0.0178 -0.5888
Si 0.0861 -0.1854 -0.5552
Si 0.0101 0.1267 -0.3433
Si -0.0786 -0.0494 -0.615
Si -0.0107 -0.1417 -0.4266
Si -0.0565 -0.0232 -0.1734
Si 0.0028 -0.1097 -0.1192
Si 0.0064 -0.0624 -0.1314
Si -0.0285 0.1343 -0.1179
Si -0.1052 0.067 -0.2269
Si -0.0007 -0.005 -0.1761
Si 0.1386 0.082 -0.0799
Si 0.044 0.0338 -0.1392
Si 0.0106 0.0178 -0.1327
Si 0.0143 -0.0285 0.3832
Si 0.0364 0.3466 0.2825
Si -0.0163 -0.0118 -0.0604
Si -0.009 -0.1453 0.1179
Si 0.0132 -0.0255 0.2886
Si 0.0193 -0.0423 -0.1189
Si -0.0357 -0.2178 0.3029
Si -0.0158 0.1697 0.3877
Si -0.0273 -0.0252 -0.1171
Si -0.0173 -0.1797 -0.1327
Si -0.0267 -0.0673 -0.0618
Si 0.0161 0.0364 -0.0192
Si 0.0694 -0.1265 -0.1105
Si -0.0383 0.0482 -0.0937
Si 0.0058 0.0509 0.0052
Si 0.0498 -0.1497 -0.1037
Si -0.0097 0.1238 -0.0019
Si -0.0039 0.0284 0.0186
Si 0.1188 0.0548 0.1741
Si -0.0303 0.2065 0.1382
Si -0.0305 0.0128 0.0921
Si -0.0287 -0.0275 0.139
Si 0.1205 0.1967 0.0646
Si -0.0362 -0.1188 -0.0518
Si 0.0114 -0.0331 0.081
Si -0.0796 0.0257 0.091
Si 0.0854 -0.0376 -0.0189
Si -0.1555 -0.104 -0.1477
Si -0.051 -0.1324 -0.1174
Si -0.0769 0.1049 0.0231
Si 0.0934 -0.1106 -0.2906
Si -0.0254 0.1305 -0.3237
Si -0.0041 0.0541 0.1852
Si -0.0107 -0.0692 -0.3252
Si 0.1179 0.2013 -0.0859
Si 0.0862 -0.0164 -0.0392
Si -0.1596 -0.0782 0.1793
Si 0.2071 0.0121 0.1844
Si -0.0305 0.0205 0.1338
Si -0.0062 0.0538 -0.0014
Si 0.0858 -0.0086 0.1865
Si 0.0087 -0.0187 0.0643
Si 0.2803 -0.0943 0.1959
Si -0.0443 -0.1842 0.1481
Si -0.0073 0.0734 0.4605
Si -0.2491 0.0765 0.2405
Si -0.1068 -0.0396 0.0917
Si -0.0594 -0.0693 0.0945
Si 0.0014 -0.0307 0.5386
Si 0.0528 -0.056 0.1327
Si -0.0445 0.1785 0.4106
Si -0.0002 0.1914 0.6493
Si -0.1473 -0.1191 0.3047
Si 0.2518 0.1605 0.497
Si 0.1448 -0.2266 0.3456
Si 0.0801 -0.1513 0.4462
Si 0.1255 0.0726 0.1937
Si -0.062 0.032 0.2205
Si -0.0675 0.0575 0.3713
Si -0.0827 -0.0708 0.2199
Si -0.0871 0.2006 -0.6429
Si -0.0879 -0.0214 0.3681
Si -0.0049 0.097 0.6161
Si -0.0642 -0.0031 -0.1138
Si 0.0386 -0.0619 -0.271
Si -0.1115 0.0458 0.2499
Si 0.1455 -0.1426 -0.2888
Si -0.0353 0.2238 0.0923
Si 0.0887 0.0334 0.2893
Si -0.0266 0.069 0.4825
Si -0.0788 0.0656 -0.0763
Si -0.1033 0.0282 -0.4777
Si -0.0089 0.1254 -0.2061
Si 0.037 -0.1597 0.2939
Si 0.1277 0.0405 -0.412
Si -0.0465 0.0621 0.3975
Si -0.1013 -0.0715 0.5528
Si -0.0168 -0.1452 -0.1314
Si -0.0762 -0.0364 -0.3105
Si -0.0402 0.0909 -0.2061
Si 0.0191 -0.0721 -0.5583
O -0.0363 -0.0272 0.0536
O -0.0151 0.029 0.2498
O -0.0056 0.3628 0.4487
O 0.1582 0.1161 -0.3079
O -0.0053 0.2822 0.5739
O -0.0313 0.0016 -0.0914
O -0.1537 -0.0347 0.6273
O -0.1494 0.027 0.2409
O 0.1729 0.0776 0.3068
O 0.0021 -0.0054 0.064
O 0.0143 -0.3368 0.4702
O 0.0764 0.1546 0.1856
O -0.0374 -0.0905 0.4586
O 0.0098 -0.2806 0.3496
O -0.0103 0.1109 0.616
O 0.2446 0.0081 -0.2194
O 0.0803 -0.1066 0.021
O -0.0385 -0.0682 0.195
O -0.012 0.1542 -0.2095
O 0.0601 0.0545 -0.413
O -0.0348 -0.0679 -0.1427
O -0.0167 0.1908 -0.2565
O -0.1614 0.0676 -0.1123
O -0.0357 0.0344 -0.1777
O 0.1556 -0.0184 -0.2735
O -0.0952 0.2614 -0.3257
O -0.0538 -0.1643 -0.2794
O 0.0315 -0.1876 0.1745
O -0.0725 0.1245 -0.6395
O 0.0541 0.0265 -0.2273
O 0.089 0.1093 -0.3675
O 0.019 -0.1106 -0.5816
O -0.1205 -0.1262 -0.624
O 0.0066 -0.0305 -0.0307
O 0.0213 -0.3183 -0.3401
O 0.0162 0.0138 0.0874
O -0.0164 -0.1217 0.3176
O -0.081 -0.0903 -0.2358
O 0.033 -0.07 0.1816
O -0.0111 0.0371 -0.075
O 0.0228 -0.0433 -0.1827
O 0.043 0.0244 -0.2048
O 0.0005 -0.0148 -0.0416
O 0.0059 -0.0775 -0.2072
O 0.0028 -0.0258 0.0149
O 0.082 -0.3333 -0.2057
O 0.0083 0.0499 -0.1129
O -0.0605 -0.0027 -0.1779
O -0.0579 -0.0608 -0.1268
O -0.0101 -0.0284 0.4005
O -0.1187 -0.075 -0.2432
O 0.1005 0.0053 0.1926
O 0.1035 0.3387 -0.3192
O 0.0052 -0.0148 -0.1171
O 0.114 -0.044 -0.127
O -0.0455 -0.1335 -0.2724
O -0.0587 0.2083 0.2537
O -0.0525 -0.0737 -0.1732
O 0.0196 0.0429 0.0352
O -0.0196 -0.0297 -0.1184
O -0.0102 0.0041 0.0155
O -0.2064 -0.0297 -0.2018
O 0.064 -0.0385 0.1677
O 0.0413 0.0162 0.1415
O 0.0703 0.0381 -0.2575
O 0.1021 -0.0505 0.1973
O -0.0225 0.0892 -0.0528
O 0.003 0.4201 0.4359
O 0.0235 -0.3089 0.4893
O 0.034 -0.0483 0.1244
O 0.0426 -0.0081 -0.0826
O -0.0692 0.0372 0.2321

The program warned: the cutoff lies below the one the program advises for these potential files.
